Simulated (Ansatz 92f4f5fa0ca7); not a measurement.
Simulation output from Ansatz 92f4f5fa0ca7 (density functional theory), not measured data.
Periodic cell of 270 atoms, Si156O102P12, from a study of silicon, its oxide and their interface. The atomic structure is a simulated model.

Settings: functional PBE; potential files Ansatz PAW; basis plane waves; wave-function cutoff 700 eV; density cutoff ratio 5; exchange-correlation grid ratio 1; k mesh 2 x 2 x 1, shifted by 0.5 0.5 0.5 of a step; self-consistency stop 5e-08 eV per atom in the density residual; occupations fixed; spin none; net charge 0.

Cell vectors (angstrom)
a	11.6015	0	0
b	0	13.3963	0
c	0	0	31.4136

Atoms and the computed forces on them: element, x, y, z (angstrom), force x, y, z (eV/angstrom)
P	11.5494	0.1492	24.6004	-0.029	-0.0243	-0.0376
P	3.8394	0.0648	24.5455	0.0263	-0.0089	-0.0321
Si	7.7234	0.1743	24.5801	-0.0053	-0.0029	-0.0938
Si	1.7387	3.4322	24.7073	-0.0475	0.0024	-0.0651
P	5.7788	3.433	24.5877	0.0059	-0.0112	-0.0349
P	9.5392	3.4329	24.634	0.0403	-0.0096	-0.0137
Si	11.4353	6.7618	24.7941	-0.0406	-0.0114	-0.0717
Si	3.9142	6.8065	24.7345	0.0212	0.0168	-0.0852
P	7.6618	6.6924	24.6258	-0.0202	0.0192	0.0114
Si	1.8339	10.1654	24.6215	-0.0455	-0.0107	-0.0669
P	5.7603	10.1007	24.5702	-0.0004	-0.0178	-0.0089
Si	9.5663	10.1224	24.7461	0.0328	-0.0107	-0.0676
Si	11.4119	2.276	25.5679	-0.0365	-0.0003	-0.0219
Si	3.8597	2.2654	25.4021	-0.0075	0.022	-0.0061
Si	7.6493	2.3881	25.503	0.0046	0.0266	0.014
Si	1.8938	5.6825	25.4764	-0.0057	0.0233	0.0089
Si	5.8195	5.5806	25.5385	0.0314	0.0012	-0.0067
Si	9.5094	5.5833	25.5838	-0.0344	-0.007	-0.0078
Si	11.5334	9.0163	25.551	-0.0189	0.0251	-0.0109
Si	3.8701	9.0921	25.4564	0.0309	0.0038	0.0042
Si	7.5938	8.9321	25.5142	-0.0203	-0.0219	-0.0127
Si	1.8856	12.4693	25.439	-0.0081	0.0003	0.0029
Si	5.7406	12.3167	25.4164	-0.0114	0.0112	-0.0011
Si	9.678	12.4212	25.4714	0.0181	0.0075	-0.0102
Si	11.5363	2.2624	27.908	0.0318	0.0149	-0.0218
Si	3.8108	2.2759	27.7966	-0.0216	0.0061	-0.0124
Si	7.6781	2.2629	27.8645	0.0079	-0.0109	0.01
Si	1.9031	5.6384	27.8545	-0.0018	0.0162	-0.0191
Si	5.7687	5.6066	27.8892	-0.0222	0.0029	-0.0013
Si	9.6126	5.6045	27.9198	0.0176	0.0023	0.0007
Si	11.5576	8.9789	27.9023	0.002	0.0133	-0.0177
Si	3.8242	8.991	27.8361	-0.0145	0.0025	-0.0018
Si	7.6778	8.9585	27.8703	0.0348	0.0019	0.0065
Si	1.908	12.32	27.8198	-0.0044	-0.018	0.004
Si	5.7803	12.3291	27.8095	0.0285	0.0012	-0.0229
Si	9.6351	12.3235	27.8484	-0.0384	0.0097	-0.0189
Si	1.8985	1.1479	28.6336	0.0211	-0.01	0.0442
Si	5.7398	1.1529	28.6331	0.0363	-0.0096	0.0137
Si	9.6128	1.1431	28.6671	-0.0435	-0.0035	-0.0074
Si	11.578	4.5048	28.6539	-0.0259	0.0046	0.0038
Si	3.8258	4.4904	28.6411	0.0256	-0.0054	0.018
Si	7.6915	4.4812	28.6811	-0.0013	-0.0098	-0.0227
Si	1.9027	7.8637	28.6502	0.0446	-0.0113	0.0131
Si	5.7482	7.8471	28.6515	-0.0062	-0.0055	-0.0037
Si	9.6247	7.8476	28.657	-0.0385	-0.0031	0.0152
Si	11.5757	11.2145	28.6474	0.0444	0.0094	-0.0039
Si	3.8513	11.2118	28.6337	-0.0414	0.0065	0.0098
Si	7.7027	11.1982	28.6321	-0.006	0.0054	0.0344
Si	1.9336	1.1164	31.0186	-0.0221	0.0381	-0.1192
Si	5.8008	1.1164	31.0186	-0.1128	0.0422	-0.1255
Si	9.6679	1.1164	31.0186	-0.1078	0.0173	0.1131
Si	0	4.4654	31.0186	-0.0044	0.0508	0.0404
Si	3.8672	4.4654	31.0186	-0.0865	0.0066	-0.091
Si	7.7343	4.4654	31.0186	-0.085	-0.0171	0.2363
Si	1.9336	7.8145	31.0186	-0.0209	0.0559	0.0036
Si	5.8008	7.8145	31.0186	-0.1028	0.0604	0.0206
Si	9.6679	7.8145	31.0186	-0.0675	0.0767	0.0573
Si	0	11.1635	31.0186	-0.0464	0.1142	-0.0453
Si	3.8672	11.1635	31.0186	-0.006	0.1041	-0.0957
Si	7.7343	11.1635	31.0186	-0.0601	0.0905	-0.08
Si	0	0	0.3944	0.0771	-0.0372	-0.0389
Si	3.8672	0	0.3944	0.0459	-0.0285	0.1036
Si	7.7343	0	0.3944	0.0721	-0.0317	-0.0858
Si	1.9336	3.3491	0.3944	0.0651	-0.0201	0.0391
Si	5.8008	3.3491	0.3944	0.0597	-0.0358	-0.0568
Si	9.6679	3.3491	0.3944	0.0789	-0.033	-0.154
Si	0	6.6981	0.3944	0.0757	0.031	0.1078
Si	3.8672	6.6981	0.3944	0.0413	-0.084	-0.0271
Si	7.7343	6.6981	0.3944	0.0529	-0.0198	-0.0077
Si	1.9336	10.0472	0.3944	0.0018	-0.05	0.0988
Si	5.8008	10.0472	0.3944	0.023	-0.0462	0.053
Si	9.6679	10.0472	0.3944	0.1764	-0.0786	0.067
Si	11.6457	-0.0143	2.757	-0.0406	0.0039	-0.0107
Si	3.9003	-0.0164	2.7748	0.0004	0.0051	-0.0371
Si	7.7691	-0.018	2.7512	0.0362	0.0014	0.0027
Si	1.975	3.3261	2.7666	-0.0397	0.0074	-0.0228
Si	5.8385	3.3259	2.7531	0.0341	-0.0023	-0.0062
Si	9.7204	3.3308	2.7419	0.0057	0.0037	0.0156
Si	11.644	6.6932	2.7794	0.0035	0.0052	-0.0325
Si	3.8976	6.6591	2.7595	-0.0029	-0.0025	-0.0174
Si	7.771	6.684	2.7643	-0.0053	-0.004	-0.021
Si	1.9654	10.0317	2.7805	0	0.0026	-0.0109
Si	5.8362	10.0304	2.7721	0	-0.0026	0.001
Si	9.7374	10.0257	2.7748	0.0111	-0.0017	-0.0111
Si	11.6461	2.2076	3.5544	0.019	0.0004	0.0019
Si	3.9149	2.2152	3.5547	-0.0015	-0.0233	0.0233
Si	7.7929	2.217	3.5174	-0.0269	-0.0031	0.0042
Si	1.9663	5.5527	3.5651	-0.003	0.0103	0.0075
Si	5.8448	5.5513	3.54	0.0054	0.0063	0.0027
Si	9.7114	5.5587	3.5259	-0.0001	0.0099	-0.0046
Si	11.6667	8.9038	3.6457	0.001	-0.0139	0.0227
Si	3.8988	8.881	3.5374	-0.0118	-0.0118	0.0125
Si	7.7959	8.9226	3.5334	0	-0.0128	-0.0007
Si	1.9693	12.2697	3.5734	0.023	-0.0154	0.0173
Si	5.8454	12.2705	3.5519	-0.0212	-0.0053	0.0144
Si	9.7132	12.2656	3.5345	0.0022	0.0248	-0.0128
Si	11.5901	2.2198	5.9178	-0.0161	-0.0145	-0.0136
Si	3.9625	2.2803	5.9226	0.0011	-0.0058	0.0004
Si	7.9212	2.242	5.8664	0.0276	-0.0032	-0.0104
Si	1.9621	5.4352	5.9323	0.0019	-0.0231	0.0114
Si	5.9152	5.456	5.8958	-0.0106	-0.0059	0.018
Si	9.7332	5.4893	5.8748	0.0123	-0.0011	0.0078
Si	11.7175	8.9723	6.0701	-0.0078	0.013	-0.0402
Si	3.9343	8.7786	5.9027	-0.0159	0.0311	0.0036
Si	7.8641	9.0111	5.8893	0.0219	-0.0037	0.0084
Si	1.926	12.2432	5.9512	-0.0134	-0.0123	0.0162
Si	5.9564	12.2473	5.9177	0.0043	-0.0224	0.0175
Si	9.743	12.2919	5.8824	0.0111	-0.0054	0.0058
Si	1.9921	1.1468	6.7514	0.0011	-0.0052	0.0632
Si	5.9752	1.1527	6.7045	0.0071	0.0014	0.0622
P	9.7391	1.0976	6.8038	-0.0098	0.0107	0.0151
P	11.6062	4.3738	6.7919	0.0048	-0.0032	0.0693
P	3.9481	4.4247	6.8106	0.0043	-0.0087	0.0427
P	7.8546	4.3859	6.78	0.0043	-0.0068	0.0821
Si	2.0521	7.657	6.9055	0.0204	0.0124	0.0516
Si	5.9606	7.7697	6.6464	0.0205	0.0061	0.0468
Si	9.7557	7.7655	6.7379	-0.0357	0.0004	0.0557
P	11.6206	11.2056	6.8446	-0.003	-0.0128	0.0297
Si	3.9517	11.0449	6.62	0.0138	-0.0143	0.0812
P	7.8632	11.1829	6.7805	0.0091	-0.0067	0.0558
O	9.711	7.5505	8.3905	0.0009	0.0026	-0.0081
O	6.1222	1.2662	8.3609	-0.0289	-0.0234	-0.0129
O	2.2906	7.4846	8.5625	-0.027	-0.008	-0.0267
O	2.0525	1.201	8.4098	0.0123	-0.0123	-0.0077
O	3.96	10.8473	8.2697	0.0202	-0.0044	0.0039
O	5.9945	7.8023	8.3009	0.0013	0.0025	-0.0082
O	7.8725	0.3717	22.9247	-0.0101	0.0029	0.0202
O	1.6443	10.0278	22.9747	-0.0012	0.0135	0.0065
O	11.1391	6.8379	23.1683	0.0371	0.016	-0.0135
O	1.2107	3.6272	23.1321	0.0592	0.0281	-0.0113
O	9.5561	10.056	23.0894	0.0117	0.0215	0.0057
O	4.07	6.9279	23.0803	-0.0191	-0.014	0.0088
Si	9.4571	8.1608	9.8797	-0.0009	0.0086	0.0057
Si	3.5954	1.6617	14.4811	-0.0015	-0.002	-0.0013
Si	5.2892	3.5146	12.8704	-0.0001	-0.0033	0.0006
Si	10.5588	10.614	13.6812	-0.0005	0.0011	0.0009
Si	5.348	0.7492	16.8996	-0.0002	0.0001	-0.0011
Si	10.2882	2.267	14.9295	0.0019	-0.0006	0.0035
Si	1.1113	4.1017	10.9349	-0.0007	-0.0027	-0.0009
Si	9.0142	13.0214	14.2243	-0.0014	-0.0017	-0.0004
Si	3.2463	11.922	13.9948	0.001	-0.0015	0.0008
Si	9.5526	6.3441	12.4836	-0.0047	-0.0023	0.002
Si	8.0152	2.4736	16.8786	0.0015	0.0009	0.0007
Si	6.3621	8.3194	9.7932	0.0025	0.0047	0.0074
Si	5.1726	5.8804	14.6417	0.0029	0.0007	0.0058
Si	2.072	6.9462	10.1049	-0.0043	-0.013	0.0229
Si	3.3777	4.4302	17.8219	0.0007	-0.0042	0.0011
Si	11.3547	6.8911	21.5619	0.0034	-0.0034	-0.0014
Si	3.8723	6.2496	21.6221	-0.0031	-0.003	0.0038
Si	1.0467	9.8499	21.4584	0.0041	0.0017	-0.0083
Si	7.5769	1.5644	12.1461	0.002	-0.0028	0.005
Si	3.0649	11.388	19.561	0.0008	-0.0078	0.0048
Si	1.3114	3.4806	15.6186	-0.0041	-0.0015	0.0042
Si	4.8954	0.2811	20.1143	-0.0053	0.0011	0.0062
Si	5.2449	11.1501	17.193	-0.0031	-0.0041	-0.0012
Si	3.1601	7.3518	19.0769	-0.002	0.0023	0.0017
Si	4.9003	6.2395	11.6123	0.0047	-0.0061	0.0045
Si	2.8814	7.6283	14.7119	-0.0006	-0.0009	0.0002
Si	4.7587	11.049	9.6704	0.0013	0.0008	0.0016
Si	8.8542	7.9532	20.0484	-0.0029	-0.0045	-0.0028
Si	7.9255	13.3147	21.3532	-0.0035	-0.0026	-0.0108
Si	2.17	11.8772	11.1884	-0.0047	-0.003	0.0035
Si	9.5306	8.6559	17.1036	0.0008	-0.007	-0.0008
Si	0.2969	9.5093	11.0286	-0.0059	0.0055	0.004
Si	9.6948	10.5948	21.5586	0.0023	0.0057	-0.0116
Si	1.0225	11.488	16.0529	-0.0018	0.0013	0.0037
Si	0.997	0.0832	18.3459	0.0008	0.002	-0.0032
Si	5.1565	9.7158	14.5284	0.0001	0.0006	-0.0003
Si	9.5046	0.6284	18.8579	0.0016	0.0038	0.0005
Si	8.3303	11.6029	17.0675	0.0006	-0.0012	-0.0014
Si	2.7244	2.2605	19.749	-0.0005	0.0002	0.0041
Si	9.9293	3.4084	12.0427	-0.0006	-0.0018	-0.0002
Si	5.6482	0.5756	9.7603	-0.0018	-0.0113	0.0108
Si	6.3004	5.1172	17.114	0.0032	-0.0006	0.0004
Si	2.5209	1.3197	9.967	0.0011	0.0009	0.0133
Si	8.2134	8.4897	14.3628	-0.003	-0.0052	0.0014
Si	0.9183	5.7008	13.5179	0.0011	-0.0008	0.0048
Si	1.095	8.7469	17.1323	-0.0013	-0.0023	0.0037
Si	5.9734	6.929	19.6363	0.0009	-0.0023	0.0001
Si	1.5763	4.2734	21.6778	0.0022	-0.0034	0.0023
O	9.6915	7.011	11.0044	-0.0081	0.0143	0.0031
O	5.296	6.0408	20.8448	-0.0202	0.0275	-0.0103
O	10.5298	9.3669	10.1416	0.0065	-0.0339	0.0132
O	11.0349	6.2926	13.1859	-0.0033	-0.0087	-0.0073
O	11.1331	8.2775	16.99	-0.0033	0.0116	-0.0047
O	4.0548	10.8965	18.3116	0.0006	0.0016	-0.0161
O	1.57	3.0099	20.6408	0.0218	0.0085	-0.001
O	8.4675	7.1915	13.3798	0.0202	0.0072	-0.0017
O	6.87	1.3139	16.6842	0.003	0.0086	0.0102
O	2.0145	2.7895	10.5203	-0.0121	-0.0062	-0.0061
O	6.7601	2.8407	12.7492	-0.0134	-0.0113	-0.0101
O	2.1576	11.6692	12.8013	0.0048	0.0064	-0.0074
O	9.7929	11.9879	13.2086	-0.0047	0.0084	0.0259
O	9.0708	4.7938	12.2655	0.03	-0.0028	-0.0024
O	1.9537	1.3933	18.5813	0.0026	0.0016	0.018
O	7.2578	7.6739	20.3138	0.0088	-0.0101	-0.0062
O	4.9981	4.5764	11.6262	0.0031	0.0062	0.0256
O	8.9609	2.197	11.531	-0.0047	0.0071	0.0215
O	1.7925	12.2996	19.1258	0.0077	0.0116	-0.0049
O	4.1511	1.1593	10.1036	-0.0043	-0.0082	-0.0122
O	2.939	7.2242	20.6944	0.0204	-0.0209	-0.0079
O	6.6929	0.9089	10.956	-0.0019	0.0102	-0.0003
O	0.9319	4.9167	14.9382	-0.0012	-0.0045	-0.017
O	10.1695	0.6436	14.792	-0.0218	0.0065	-0.0103
O	9.0474	7.8878	18.4421	0.0036	0.012	0.0131
O	6.5544	6.0039	18.4403	-0.0233	0.0066	0.0003
O	1.054	10.3689	17.2363	-0.0006	-0.0072	-0.0268
O	11.4755	9.827	12.5839	-0.0091	-0.0016	-0.0115
O	5.5221	9.6834	10.1257	-0.0031	-0.0046	-0.0234
O	1.9429	6.9746	13.5521	-0.0024	-0.0203	0.0199
O	6.0437	7.052	10.7774	-0.0051	0.0136	-0.0144
O	1.1841	8.1224	10.864	0.0023	0.0036	-0.0244
O	8.8779	0.8151	20.3646	-0.005	-0.0138	-0.019
O	11.3143	10.832	21.2639	-0.0064	-0.0346	0.019
O	1.8595	0.0403	10.7707	0.018	-0.0091	-0.0087
O	3.8993	8.7497	14.1099	-0.0046	-0.0188	0.0214
O	8.843	2.7601	15.5011	0.0194	-0.0189	0.0117
O	9.1632	9.4603	20.5399	0.011	-0.0157	0.014
O	8.3371	12.2161	15.5163	0.0191	0.002	0.0055
O	4.2419	2.2929	13.1047	0.0047	0.0031	-0.0046
O	4.7486	7.8491	18.9683	-0.0028	-0.0329	0.0119
O	0.522	8.3063	21.2093	-0.0082	0.0103	0.012
O	3.8077	6.4398	15.3612	0.006	0.0118	-0.0275
O	6.3998	6.035	15.7319	-0.0222	-0.0149	0.0146
O	5.0744	12.5997	16.4276	0.0026	-0.006	0.0172
O	3.476	6.7298	10.9465	-0.0117	-0.0006	-0.0137
O	6.3742	13.5	20.8049	0.0127	0.0024	-0.0035
O	7.9319	8.726	9.9612	0.0041	-0.0296	-0.0074
O	7.3676	3.9087	17.2455	-0.013	-0.0154	-0.0073
O	4.1393	12.2584	20.4332	-0.013	0.0083	-0.0087
O	2.2001	2.4681	14.7019	0.0082	0.0056	0.0142
O	6.8371	11.1768	17.6398	0.0141	0.0014	-0.012
O	0.817	12.9528	16.7854	0.006	-0.0228	0.0136
O	-0.091	2.6885	15.9309	-0.0009	0.0073	-0.028
O	3.8116	1.4064	20.6576	-0.0093	-0.0012	-0.0186
O	4.4056	1.6773	15.9238	-0.0038	-0.0132	-0.0082
O	1.0994	10.8412	10.5108	0.0145	-0.0048	0.0216
O	3.6704	11.4196	10.7953	-0.0094	0.0014	-0.0188
O	9.3248	9.6149	14.0113	-0.0041	-0.0045	0.0035
O	1.9655	8.2491	18.4269	-0.0001	-0.0086	-0.0088
O	8.6661	11.8453	21.3282	0.0025	0.0012	0.0151
O	1.8894	8.2591	15.812	0.0055	0.0001	0.0045
O	3.1125	4.8252	21.8102	-0.0158	0.0225	-0.0194
O	3.6285	3.407	19.0484	-0.0276	-0.002	-0.0035
O	10.5792	2.9667	13.4824	-0.0191	-0.0061	-0.0049
O	8.5918	8.0558	15.8989	0.0109	0.0155	-0.0033
O	11.4616	11.053	14.9821	0.0076	-0.0045	-0.005
O	1.4936	4.6139	12.4395	-0.0171	0.0054	-0.0082
O	2.4907	11.4293	15.3502	-0.0117	0.0059	-0.0113
O	7.9086	0.4562	13.3243	0.0201	0.0125	-0.0073
O	9.0747	1.9653	18.0164	-0.0152	-0.0188	-0.0119
O	5.108	9.9151	16.1456	-0.0004	0.0173	-0.0249
O	5.1555	4.3015	14.2881	0.0065	0.0146	-0.0184
O	0.5679	5.4925	21.1978	0.0035	-0.005	0.0138
O	4.7011	11.1428	13.8198	-0.022	0.0009	0.0147
O	5.2368	6.6363	13.18	-0.0124	-0.0104	0.0021
O	11.1308	3.6528	10.9529	0.0063	0.0027	0.0239
O	8.9062	12.7041	18.1122	-0.0013	0.0097	-0.0064
O	5.7349	12.3488	9.5475	-0.0181	0.0019	-0.0011
O	2.9886	5.8931	18.3874	0.0177	-0.0045	0.0019
O	1.3443	5.4565	10.0082	0.0108	0.0115	0.0108
O	2.1345	3.8684	16.953	0.0082	-0.0006	-0.0071
O	9.2981	10.2818	17.1524	-0.0146	-0.0065	-0.0103
O	2.3183	10.2289	20.465	-0.0062	-0.0013	0.0176
O	11.126	0.4492	18.9501	-0.0069	-0.0084	-0.0121
O	4.8012	4.4821	17.0513	0.0071	0.0169	0.0146
O	3.4387	0.1214	14.0429	-0.0035	-0.0129	0.0108
O	6.6689	9.1081	14.1753	0.0084	-0.0027	0.0104
O	5.0698	0.696	18.5207	0.0073	-0.0006	0.0057
O	9.8979	6.9106	20.7892	0.0122	0.023	0.0028

Results
free energy: -166276.757 eV
free energy less fixed offsets of O -569.03, P -756.45, Si -635.61 eV per atom: -3.137 eV

The program warned: the cutoff lies below the one the program advises for these potential files; the forces do not sum to zero within the program's tolerance; the exchange-correlation potential is rough where the density is thin.
